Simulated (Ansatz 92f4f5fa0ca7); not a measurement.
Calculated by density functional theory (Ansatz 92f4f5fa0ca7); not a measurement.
Periodic cell of 363 atoms, Si241O122, from a study of silicon, its oxide and their interface. The atomic structure is a simulated model.
Doubt: the cutoff is far below the 930 eV that the study's wrapper takes by default for these files, so forces and energies are approximate.
This geometry differs little from another in the collection (a relaxation step or a small displacement).

Settings
functional: PBE
potential files: Ansatz PAW
basis: plane waves
wave-function cutoff: 580 eV
density cutoff ratio: 5
exchange-correlation grid ratio: 1
k mesh: 1 x 1 x 1, Gamma-centred
self-consistency stop: 5e-08 eV per atom in the density residual
occupations: fixed
spin: none
net charge: 0

Cell vectors (angstrom)
a	11.6015	0	0
b	0	13.3963	0
c	0	0	41.414

Atoms: element, x, y, z (angstrom)
Si	0	2.2327	1.1851
Si	3.8672	2.2327	1.1851
Si	7.7343	2.2327	1.1851
Si	1.9336	5.5818	1.1851
Si	5.8008	5.5818	1.1851
Si	9.6679	5.5818	1.1851
Si	0	8.9308	1.1851
Si	3.8672	8.9308	1.1851
Si	7.7343	8.9308	1.1851
Si	1.9336	12.2799	1.1851
Si	5.8008	12.2799	1.1851
Si	9.6679	12.2799	1.1851
Si	1.9336	1.1164	1.9745
Si	5.8008	1.1164	1.9745
Si	9.6679	1.1164	1.9745
Si	0	4.4654	1.9745
Si	3.8672	4.4654	1.9745
Si	7.7343	4.4654	1.9745
Si	1.9336	7.8145	1.9745
Si	5.8008	7.8145	1.9745
Si	9.6679	7.8145	1.9745
Si	0	11.1635	1.9745
Si	3.8672	11.1635	1.9745
Si	7.7343	11.1635	1.9745
Si	1.9336	1.1164	4.3426
Si	5.8008	1.1164	4.3426
Si	9.6679	1.1164	4.3426
Si	0	4.4654	4.3426
Si	3.8672	4.4654	4.3426
Si	7.7343	4.4654	4.3426
Si	1.9336	7.8145	4.3426
Si	5.8008	7.8145	4.3426
Si	9.6679	7.8145	4.3426
Si	0	11.1635	4.3426
Si	3.8672	11.1635	4.3426
Si	7.7343	11.1635	4.3426
Si	0	0	37.0734
Si	3.8672	0	37.0734
Si	7.7343	0	37.0734
Si	1.9336	3.3491	37.0734
Si	5.8008	3.3491	37.0734
Si	9.6679	3.3491	37.0734
Si	0	6.6981	37.0734
Si	3.8672	6.6981	37.0734
Si	7.7343	6.6981	37.0734
Si	1.9336	10.0472	37.0734
Si	5.8008	10.0472	37.0734
Si	9.6679	10.0472	37.0734
Si	0	0	39.4416
Si	3.8672	0	39.4416
Si	7.7343	0	39.4416
Si	1.9336	3.3491	39.4416
Si	5.8008	3.3491	39.4416
Si	9.6679	3.3491	39.4416
Si	0	6.6981	39.4416
Si	3.8672	6.6981	39.4416
Si	7.7343	6.6981	39.4416
Si	1.9336	10.0472	39.4416
Si	5.8008	10.0472	39.4416
Si	9.6679	10.0472	39.4416
Si	0	2.2327	40.2309
Si	3.8672	2.2327	40.2309
Si	7.7343	2.2327	40.2309
Si	1.9336	5.5818	40.2309
Si	5.8008	5.5818	40.2309
Si	9.6679	5.5818	40.2309
Si	0	8.9308	40.2309
Si	3.8672	8.9308	40.2309
Si	7.7343	8.9308	40.2309
Si	1.9336	12.2799	40.2309
Si	5.8008	12.2799	40.2309
Si	9.6679	12.2799	40.2309
Si	-4.4586	-6.7349	31.0854
Si	6.9758	-5.75	27.3454
Si	7.0939	-1.3361	24.8718
Si	-2.4763	5.4697	30.8591
Si	10.9811	4.0915	26.4042
Si	10.022	8.2853	27.4186
Si	0.2678	8.862	31.1088
Si	5.9106	4.6118	27.6886
Si	3.8332	8.1319	29.2469
Si	3.7912	4.9661	29.8622
Si	6.9692	10.4363	30.0826
Si	9.1066	10.9359	29.0587
Si	-1.3304	-2.6686	31.1017
Si	3.1822	-3.7603	18.6036
Si	8.3481	2.356	30.8069
Si	5.6171	0.8064	30.0716
Si	2.0177	11.4783	26.7799
Si	13.4499	7.9114	23.7055
Si	-5.3829	8.2782	29.4916
Si	0.931	4.2859	29.186
Si	2.6789	9.3499	30.9231
Si	1.3066	16.2158	24.8766
Si	3.0149	11.7096	30.9714
Si	11.0173	6.798	29.9986
Si	0.1785	2.0496	33.0121
Si	4.1247	2.0909	32.5886
Si	7.9336	2.1647	33.1437
Si	3.963	4.4416	32.215
Si	5.9773	5.5301	32.8155
Si	9.8697	5.3784	33.1465
Si	0.1552	8.6796	33.4052
Si	3.8058	8.8875	33.0855
Si	8.1992	10.0397	32.0515
Si	2.1826	12.1453	33.1666
Si	5.854	12.2941	33.2406
Si	9.9685	12.1855	33.0877
Si	2.1796	1.0529	33.7204
Si	5.8904	1.1714	33.8701
Si	9.877	1.0341	33.8992
Si	0.2632	4.2604	33.8955
Si	2.496	5.2078	33.9136
Si	7.8396	4.3875	33.9306
Si	2.1268	7.5878	34.1041
Si	5.7205	7.6419	33.8893
Si	9.798	7.5441	34.0221
Si	0.2082	11.0152	33.9959
Si	4.019	11.0535	34.081
Si	7.9069	11.4265	33.9038
Si	1.9741	1.1221	36.1809
Si	5.8032	1.1318	36.2554
Si	9.6844	1.0942	36.2737
Si	0.0006	4.4274	36.2645
Si	3.7352	4.5372	36.1035
Si	7.7282	4.4616	36.2879
Si	1.954	7.8192	36.3923
Si	5.7862	7.8064	36.2714
Si	9.6648	7.7931	36.3365
Si	0.0202	11.1674	36.3253
Si	3.8783	11.148	36.3816
Si	7.7499	11.1441	36.2567
Si	-0.0028	0.004	5.0081
Si	3.8815	0.0024	5.1567
Si	7.7295	-0.0034	5.1457
Si	1.916	3.3633	5.0824
Si	5.7963	3.3546	5.005
Si	9.6344	3.3536	5.1506
Si	-0.0101	6.7184	5.1373
Si	3.8697	6.7038	5.0987
Si	7.7424	6.6995	5.0939
Si	1.942	10.0499	5.124
Si	5.8128	10.0436	5.2682
Si	9.6605	10.0443	5.2444
Si	-0.0235	0.0288	7.3071
Si	3.9422	0.0581	7.5409
Si	7.6764	0.0167	7.5215
Si	1.7606	3.437	7.4116
Si	5.6827	3.3842	7.2972
Si	9.4614	3.3861	7.5299
Si	-0.0394	6.8251	7.5077
Si	3.8586	6.7622	7.4415
Si	7.7617	6.6893	7.4397
Si	1.986	10.0859	7.4857
Si	5.8543	10.0109	7.7837
Si	9.6625	10.054	7.7294
Si	-0.1719	2.2617	8.0875
Si	3.7246	2.3805	8.0882
Si	2.3725	4.7948	14.0289
Si	0.0779	7.0626	11.5986
Si	5.7922	5.5731	8.1239
Si	9.6914	5.6147	8.3379
Si	0.0997	9.0581	8.4413
Si	-2.0385	3.5268	11.5537
Si	7.7755	8.7513	8.5699
Si	1.9364	12.3764	8.107
Si	5.8474	12.3023	8.5305
Si	9.6773	12.3911	8.2637
Si	1.8837	5.6812	8.1792
Si	3.4848	-1.369	12.6082
Si	6.0656	5.6134	10.4518
Si	-3.7986	7.3027	10.688
Si	3.0206	8.3379	10.6228
Si	7.1412	0.5623	13.3964
Si	-5.1024	11.9463	20.9174
Si	1.2449	12.8476	10.2731
Si	7.4339	15.6296	8.3044
Si	4.4245	18.5807	15.9741
Si	3.853	8.9227	8.4285
Si	7.5153	7.973	12.8895
Si	2.0573	6.2115	10.4541
Si	6.295	-4.3899	25.4542
Si	8.5296	0.1604	22.6639
Si	-5.5079	2.0272	10.3962
Si	3.8511	4.9786	11.2726
Si	10.7968	0.4915	14.035
Si	-2.5008	2.1128	13.5624
Si	5.8174	13.1562	10.8711
Si	10.4903	13.1845	10.3287
Si	0.3017	7.1544	13.9997
Si	7.2307	17.1761	11.3724
Si	4.5595	14.6452	17.4677
O	3.7931	-5.0586	12.135
O	19.1718	13.0602	21.4326
O	-0.7349	-18.4704	26.0303
O	7.9841	24.0924	15.2009
O	6.6755	16.406	22.7511
O	16.691	-1.2435	21.7284
O	4.679	3.1212	24.4549
O	-0.0413	16.065	25.7961
O	0.9509	22.0214	14.4412
O	30.109	19.5339	18.2087
O	22.1113	15.7427	20.9275
O	9.3848	17.3262	26.6227
O	-6.5154	13.9082	28.5279
O	-5.1199	-7.3286	27.2491
O	-3.2843	-20.7353	23.2347
O	3.9949	1.7373	26.5716
O	20.3211	17.2963	30.3227
O	-17.923	-22.2028	29.2142
O	24.7901	6.2967	23.7022
O	-10.101	-13.742	17.7094
O	-3.3128	25.7918	23.8014
O	-7.9592	26.3002	13.9909
O	27.8599	4.8172	17.5325
O	5.2621	8.1605	21.0658
Si	3.8566	-8.8077	20.6339
Si	7.2842	21.0644	17.7841
Si	12.4404	9.189	10.7687
Si	-11.2266	18.6227	23.7983
Si	-6.8874	22.6349	13.1574
Si	11.5709	25.3021	25.4221
Si	3.7983	-10.6259	10.372
Si	7.992	15.778	23.5293
Si	3.9433	-10.1975	25.8814
Si	9.1296	10.2372	14.1358
Si	0.2285	9.5401	15.5944
Si	-15.1449	7.683	23.2584
Si	6.7488	8.7874	20.7239
Si	10.1512	12.9091	17.0063
Si	11.163	31.2039	17.5139
Si	-13.9	18.3329	22.5662
Si	21.351	5.8813	10.7517
Si	-0.3927	27.706	21.318
Si	11.3444	1.6561	30.6847
Si	-0.4955	28.8799	10.3929
Si	7.8122	7.9798	32.8769
Si	12.8273	11.2513	11.979
Si	10.3259	20.6732	16.5856
Si	1.6943	28.8737	13.3529
Si	1.771	1.6142	11.0822
Si	-6.2884	25.2988	18.2082
Si	3.196	9.3082	26.276
Si	13.6217	16.2833	18.5439
Si	19.071	25.4272	15.986
Si	13.2914	12.9031	29.3975
Si	7.0459	5.1393	14.2625
Si	-5.586	4.7919	18.465
Si	-2.0758	3.3295	20.0574
Si	-7.0056	21.6651	16.1583
Si	-17.7523	-1.3337	30.9486
Si	16.2607	13.0426	23.0229
Si	5.0618	16.184	22.9289
Si	12.5961	11.4894	17.5498
Si	8.2349	29.5585	26.6375
Si	0.6147	41.0178	18.516
Si	-7.8688	13.9281	27.6023
Si	-14.1741	13.2132	26.9517
Si	-12.4751	9.0073	24.5451
Si	3.665	7.7622	21.0933
Si	7.2037	29.6235	18.1427
Si	9.0063	16.7767	15.579
Si	27.5324	0.9636	14.3259
Si	-0.9213	25.5912	12.4311
Si	1.6568	13.6038	23.4731
O	-18.9258	13.1485	18.0511
O	19.21	12.7808	26.2452
O	-19.6365	18.4326	12.926
O	-13.4861	14.8738	30.4908
O	0.5408	25.9939	24.0571
O	30.2115	16.8141	27.4974
O	-7.1221	10.6189	18.772
O	-18.9609	12.8696	11.3836
O	11.7629	-13.2031	19.9666
O	10.4069	17.3444	18.861
O	-2.8255	7.6374	17.0582
O	22.8993	21.9843	16.8378
O	18.4766	23.7687	21.0893
O	10.7385	14.2861	17.7084
O	17.252	-0.7487	24.2946
O	10.0773	26.8607	22.1318
O	22.4933	7.396	28.4619
O	17.7014	38.4296	16.7942
O	11.9784	-4.7688	23.5545
O	8.6055	7.5404	27.1613
O	15.0802	19.9463	29.5605
O	-4.3725	13.1388	14.8162
O	21.3008	-16.9971	28.0044
O	-35.9095	3.6998	16.1969
O	-19.8915	15.6315	17.7731
O	-8.7092	8.2348	22.4749
O	3.3283	12.5579	26.7593
O	19.4304	21.4532	21.6927
O	-10.2806	11.7063	28.3004
O	8.2336	29.3377	19.4096
O	32.3871	16.9126	23.3829
O	30.16	12.897	12.0928
O	12.7333	3.9619	17.651
O	14.9263	-18.3249	27.6941
O	20.1483	12.6098	17.0942
O	23.8254	32.4433	30.0412
O	4.742	14.523	15.8686
O	27.6623	22.4677	14.7535
O	38.9404	-6.6342	15.8069
O	7.0738	46.8939	13.832
O	14.6193	21.9762	19.828
O	25.6118	8.402	25.1583
O	12.572	3.7129	23.5471
O	-24.2716	-3.1784	14.9218
O	18.8231	8.5594	19.1605
O	5.9751	15.136	18.128
O	3.1313	31.1809	15.4169
O	-13.8321	38.0265	12.863
O	18.5415	-22.6578	12.9929
O	34.1463	32.8219	17.4327
O	20.7252	-0.9818	28.3703
O	-1.1908	26.2716	26.1157
O	24.4274	10.7385	16.0953
O	-8.5463	-0.617	23.2656
O	16.0811	37.5672	12.7647
O	-0.855	24.0001	24.8513
O	22.4369	32.3052	22.6732
O	6.2755	22.4043	12.8249
O	-9.8007	23.9188	18.593
O	8.8979	1.4158	27.2831
O	10.9516	25.0219	17.6888
O	23.6026	0.2502	30.1023
O	7.0507	41.8362	30.0378
O	-7.4576	43.9355	22.0007
O	-10.1204	6.1028	14.3649
O	25.1684	41.5711	24.5598
O	-34.115	14.5677	14.2689
O	2.4497	14.1424	28.61
O	14.2844	3.7619	19.8044
O	-17.8572	31.4815	19.9522
O	15.0823	8.8465	17.2045
O	23.3763	-8.9209	27.7598
O	12.5747	27.7873	22.218
O	13.9943	3.6621	25.7462
O	4.7739	14.6143	22.6235
O	1.2931	17.0687	13.5242
O	18.0055	25.6666	19.337
O	-14.4237	22.1486	13.5673
O	10.5616	6.9279	14.9704
O	17.2592	1.2916	13.4332
O	2.5607	4.136	29.1317
O	27.8421	4.3721	26.7229
O	4.7129	22.8284	25.6223
O	0.3235	2.9589	29.8959
O	-11.9225	18.6579	25.2928
O	19.639	2.7121	16.7253
O	18.3244	8.058	24.1523
O	-1.1421	13.0537	15.4109
O	18.6295	10.4645	25.1903
O	8.3933	-8.5523	15.1363
O	4.4828	1.6043	30.9917
O	15.0073	19.5419	20.9244
O	7.6954	2.3387	25.1492
O	-2.258	-18.2858	23.8453
O	14.8108	42.2495	13.9479
O	6.1337	8.2639	16.7608
O	-5.8206	4.7821	15.1919
O	-14.2006	17.9655	20.9997

Results
free energy: -222577.814 eV
free energy less fixed offsets of O -568.88, Si -635.61 eV per atom: 7.556 eV

Forces (eV/angstrom), in the order of the atoms: element, x, y, z
Si	-0.0157	-0.0029	0.0468
Si	0.0138	-0.0056	-0.0334
Si	-0.0444	0.0142	-0.0095
Si	0.0421	-0.0261	-0.0188
Si	0.0365	-0.0679	0.0058
Si	-0.0262	-0.056	-0.0222
Si	-0.0234	-0.0125	-0.0492
Si	0.0185	-0.0164	0.0103
Si	0.0368	-0.0289	-0.019
Si	0.0052	0.054	0.0844
Si	-0.0153	0.0466	0.0029
Si	0.0246	0.026	0.0671
Si	0.1229	0.0146	-0.0071
Si	0.0044	-0.0676	-0.0028
Si	-0.1045	0.0698	-0.0325
Si	-0.1368	0.0707	-0.0236
Si	-0.0976	0.0634	0.0103
Si	0.024	0.0734	0.0148
Si	-0.0386	0.0025	-0.0129
Si	0.0204	0.1085	-0.0092
Si	0.0131	0.1177	0.0025
Si	-0.0723	-0.1547	-0.0313
Si	0.1179	-0.0431	-0.0152
Si	-0.0164	-0.0961	-0.0536
Si	0.2668	0.0855	-0.1285
Si	0.0291	-0.2069	-0.281
Si	-0.3492	0.1683	-0.1317
Si	-0.31	0.1701	0.0493
Si	-0.2091	0.1429	-0.4174
Si	0.1324	0.0824	-0.4918
Si	-0.0697	0.0577	-0.1079
Si	0.0605	0.2972	0.1615
Si	0.0251	0.2721	0.0041
Si	-0.1731	-0.3315	0.1061
Si	0.3193	-0.0518	0.3912
Si	-0.0441	-0.1837	0.5915
Si	0.4173	0.1685	-0.1896
Si	0.0521	0.1743	-0.1291
Si	0.0247	-0.1032	-0.2782
Si	-0.0107	-0.1157	-0.0558
Si	-0.6099	0.3072	-0.754
Si	-0.0961	-0.1097	-0.156
Si	0.1323	-0.3396	0.1123
Si	0.0868	-0.1839	0.4618
Si	-0.225	-0.1148	0.0611
Si	-0.009	0.0796	0.5683
Si	0.2547	-0.261	0.0945
Si	0.1194	-0.0697	-0.0656
Si	0.1298	0.0684	0.035
Si	0.0208	0.0922	0.0287
Si	-0.0236	0.0158	0.0134
Si	0.0541	-0.0659	-0.023
Si	-0.2205	0.1035	0.0279
Si	-0.0029	-0.0414	0.0184
Si	-0.0008	-0.1145	-0.0186
Si	0.1141	-0.1287	-0.0164
Si	-0.0708	-0.0273	0.0091
Si	0.0106	-0.0299	-0.0111
Si	0.1519	-0.0654	0.0043
Si	0.0058	-0.034	0.0157
Si	0.0253	-0.003	0.0029
Si	-0.0046	0.0052	0.0474
Si	0.0541	-0.0241	-0.0913
Si	-0.0298	0.0264	0.0047
Si	-0.0315	0.0741	0.0667
Si	0.0155	0.0685	-0.0199
Si	0.0243	0.0188	0.0051
Si	-0.0215	0.006	-0.007
Si	-0.0271	0.0257	0.0303
Si	-0.0113	-0.0543	-0.0102
Si	0.0027	-0.039	-0.0313
Si	-0.0201	-0.0189	-0.0744
Si	-0.0576	-0.0621	-0.2425
Si	-0.0553	-0.1775	-0.0092
Si	0.0274	0.0252	0.0377
Si	-0.0508	-0.1097	-0.0508
Si	0.0373	-0.0617	-0.1636
Si	-0.0609	0.1144	0.2446
Si	0.0354	0.0707	0.0396
Si	-0.0992	0.1001	0.0089
Si	-0.0551	-0.0907	0.0536
Si	0.0668	0.0337	0.1674
Si	-0.0207	0.0133	0.004
Si	-0.0725	-0.0424	0.2897
Si	-0.03	-0.0392	0.0488
Si	-0.0239	0.0095	-0.1114
Si	-0.1998	-0.199	0.2574
Si	0.0374	-0.1816	0.1115
Si	0.0371	0.1229	0.1338
Si	-0.0887	-0.1282	-0.0326
Si	0.0114	-0.0597	0.2156
Si	-0.0529	-0.0017	-0.0937
Si	-0.0221	0.0386	0.0462
Si	-0.0859	0.0812	0.0535
Si	-0.091	-0.0112	-0.0365
Si	0.0444	0.0925	-0.0211
Si	0.0444	0.1214	0.0028
Si	0.0422	-0.0185	-0.1429
Si	0	0.019	-0.1418
Si	0.0751	0.1058	-0.0217
Si	-0.0082	0.0265	0.0085
Si	0.101	-0.0128	0.0543
Si	-0.0515	0.0054	-0.0315
Si	0.0444	-0.053	0.0094
Si	0.1488	-0.1286	-0.0377
Si	0.015	0.0013	-0.0457
Si	-0.1118	0.0323	0.0618
Si	0.0645	-0.0395	-0.0544
Si	0.0036	-0.0235	0.0847
Si	0.0418	0.0765	0.0358
Si	0.131	-0.0007	0.0484
Si	0.0684	-0.0872	-0.0065
Si	0.078	-0.01	0.0281
Si	-0.0262	0.0126	0.0894
Si	-0.0529	0.0182	0.0282
Si	-0.0155	0.0428	-0.0408
Si	-0.0353	-0.016	-0.0229
Si	0.0161	-0.0143	-0.0074
Si	0.0232	0.0549	0.0233
Si	-0.0408	-0.1723	-0.0568
Si	-0.01	0.0183	0.0007
Si	-0.0177	-0.0243	0.005
Si	0.0198	-0.0388	-0.0245
Si	-0.06	-0.0369	0.028
Si	0.0066	0.0164	0.1176
Si	0.0113	0.01	-0.0003
Si	-0.014	0.0062	0.0748
Si	-0.0781	0.047	-0.0549
Si	-0.0112	0.0002	-0.0122
Si	0.036	0.0114	0.0071
Si	-0.0016	-0.0036	-0.0275
Si	-0.0533	0.0447	0.0065
Si	-0.031	0.0215	0.0367
Si	0.027	0.0112	0.0048
Si	-0.0162	0.0013	-0.0342
Si	-0.0402	0.0085	-0.0048
Si	-0.0175	0.0128	0.0584
Si	-0.0515	0.0079	0.0215
Si	0.0015	0.0415	-0.0163
Si	0.0099	0.0165	0.0095
Si	0.0307	-0.0184	0.0103
Si	0.0162	0.0221	-0.0114
Si	0.0065	-0.0159	-0.0581
Si	-0.0109	0.0132	-0.0163
Si	0.0251	-0.0077	-0.0505
Si	-0.0488	0.0072	0.0675
Si	0.0699	-0.0207	0.0211
Si	-0.0346	0.0001	-0.048
Si	-0.0539	0.0323	-0.0797
Si	-0.0515	-0.0295	0.0456
Si	0.0815	-0.0082	0.0408
Si	0.0458	-0.0402	0.025
Si	-0.0274	-0.0348	0.0238
Si	0.0245	0.018	-0.0016
Si	0.0199	0.0223	-0.0544
Si	-0.0164	0.019	0.0158
Si	-0.0195	-0.0682	0.0423
Si	-0.0251	0.0196	-0.0484
Si	0.0112	0.0792	-0.1074
Si	-0.0061	-0.0467	0.1663
Si	-0.0208	0.0018	-0.0008
Si	0.0585	-0.1563	0.0184
Si	0.0532	0.0396	-0.0193
Si	0.0002	0.1325	-0.16
Si	0.037	-0.0565	0.0047
Si	0.0493	0.0115	0.0633
Si	-0.0521	0.0509	0.1347
Si	-0.0325	0.0384	-0.0229
Si	0.0325	0.0262	0.0419
Si	-0.0806	-0.153	-0.0015
Si	-0.0954	-0.057	-0.1074
Si	-0.0062	0.0253	0.022
Si	0.0772	0.0121	0.0524
Si	0.0555	-0.0146	-0.1144
Si	-0.0109	-0.017	-0.0661
Si	-0.0743	-0.0252	-0.0679
Si	-0.0263	0.0254	0.0222
Si	-0.0185	0.179	0.0124
Si	-0.0485	-0.0108	0.0204
Si	0.0007	-0.1163	-0.3073
Si	-0.13	0.0728	-0.0802
Si	-0.0163	0.089	0.0596
Si	-0.0703	-0.197	-0.1232
Si	-0.0124	0.0035	-0.0259
Si	0.0987	-0.0508	0.2911
Si	-0.0337	0.1031	0.022
Si	0.0264	-0.2294	0.0484
Si	0.0768	-0.0226	-0.0882
Si	0.0202	-0.0053	0.0134
Si	-0.0898	0.0549	-0.1177
Si	-0.0361	-0.0323	0.2313
Si	0.0247	-0.1943	-0.0045
O	-0.043	-0.0004	-0.1587
O	0.0525	0.0502	0.0376
O	0.0443	0.0128	-0.0199
O	-0.0414	0.0008	0.0068
O	0.0228	-0.0876	-0.0253
O	-0.0318	-0.0038	0.0337
O	0.054	-0.0004	-0.0235
O	0.0559	0.0239	-0.0317
O	-0.0647	0.008	0.0064
O	0.0078	-0.098	0.0357
O	0.0279	-0.0058	-0.003
O	-0.0644	-0.0027	0.0745
O	0.0531	0.145	-0.0226
O	0.0895	0.1113	-0.0046
O	-0.0481	0.0544	0.0109
O	0.036	-0.0626	0.0444
O	0.1017	0.1981	0
O	-0.0609	-0.0464	-0.0167
O	0.0644	0.1095	0.0103
O	-0.0596	0.1398	0.1072
O	0.0006	-0.0016	-0.0077
O	0.0093	0.0524	0.0603
O	0.0311	-0.0377	-0.0038
O	-0.0024	0.0013	0.0549
Si	0.0463	0.0325	-0.0622
Si	-0.003	0.0104	-0.0616
Si	-0.0262	0.0616	-0.075
Si	-0.0473	-0.1187	0.0897
Si	-0.105	-0.0942	-0.1357
Si	-0.2496	-0.0061	-0.0677
Si	0.0716	-0.0236	-0.0137
Si	-0.0116	0.415	0.1855
Si	-0.1057	0.0368	-0.055
Si	0.0981	-0.0326	-0.0294
Si	0.031	-0.0735	0.0428
Si	0.0836	-0.082	-0.05
Si	0.035	-0.0189	-0.1245
Si	0.0729	-0.0529	-0.1298
Si	-0.1646	0.1756	-0.1445
Si	0.0752	0.0247	0.115
Si	0.1009	0.0855	0.0183
Si	-0.0176	-0.0762	0.0288
Si	0.0973	0.0196	0.3748
Si	0.0568	-0.0374	0.0577
Si	-0.0911	0.1472	0.1167
Si	0	0.145	-0.048
Si	0.1027	0.0707	-0.1103
Si	-0.034	-0.1293	-0.1846
Si	-0.1088	0.0095	0.0727
Si	-0.1044	-0.0374	0.0068
Si	0.2161	-0.193	0.0457
Si	0.1585	0.1743	0.0315
Si	0.034	-0.0259	0.0127
Si	0.1938	0.0608	0.398
Si	0.1099	0.0584	-0.2166
Si	-0.1248	0.1093	-0.0371
Si	-0.0153	0.0664	-0.1036
Si	-0.0348	-0.1256	0.1003
Si	-0.0807	-0.0624	0.0124
Si	0.0154	0.0494	-0.0243
Si	0.0079	0.0507	0.1213
Si	0.0113	-0.1116	-0.0665
Si	0.1537	0.0829	-0.0873
Si	-0.1179	-0.2344	-0.1072
Si	-0.1116	0.1202	0.1195
Si	0.0456	-0.0725	0.1494
Si	-0.0018	0.0056	0.0034
Si	-0.049	0.0498	-0.1365
Si	0.1167	0.0113	-0.0807
Si	0.0576	-0.031	-0.1613
Si	-0.1397	0.0824	-0.0811
Si	-0.0071	-0.0186	0.1339
Si	-0.0137	0.1272	0.1196
O	-0.0054	0.0794	-0.0055
O	-0.0546	-0.0048	-0.0885
O	0.0691	-0.0769	-0.0511
O	-0.04	0.0463	-0.1859
O	0.0291	-0.0285	-0.032
O	-0.0029	-0.067	0.0712
O	0.0432	0.0538	0.0098
O	0.0222	0.0772	-0.0666
O	-0.0082	0.0164	0.0704
O	-0.0271	-0.0611	0.1221
O	-0.0524	-0.0292	-0.0034
O	-0.0003	0.0539	0.0096
O	0.0117	0.0058	0.0536
O	0.091	0.0638	0.1144
O	-0.0266	0.0017	0.0169
O	0.0224	0.0077	0.0037
O	-0.0177	-0.0032	-0.1034
O	0.0874	0.0627	-0.0937
O	0.0148	0.0396	-0.0047
O	-0.0072	-0.0301	-0.0498
O	0.0648	-0.011	0.018
O	0.0223	0.0267	-0.0029
O	0.0624	-0.0999	-0.15
O	0.0529	-0.0663	0.0504
O	-0.066	0.0698	0.0354
O	0.0291	0.0315	0.0675
O	-0.0225	-0.2007	-0.1103
O	-0.0053	0.0152	0.0098
O	-0.0269	-0.0127	-0.231
O	0.031	-0.0144	0.0843
O	-0.074	-0.1131	-0.0459
O	0.0068	0.0461	0.0393
O	0.0866	-0.0436	0.0251
O	0.0345	0.1126	0.0972
O	0.0027	0.0298	0.0185
O	-0.1221	0.1369	0.0927
O	0.062	-0.0128	0.0794
O	0.0226	0.0292	-0.0799
O	0.0022	-0.0778	0.0011
O	-0.0076	-0.0685	0.0631
O	0.0212	-0.0563	0.0993
O	-0.0097	0.0128	-0.0399
O	-0.0233	0.0364	0.0037
O	-0.0469	0.0531	0.0053
O	-0.0352	0.0328	0.1029
O	0.0266	0.0344	0.0002
O	-0.0178	0.0167	0.0044
O	0.0646	0.1055	-0.0679
O	0.0528	-0.0393	-0.1083
O	0.0631	-0.135	0.0603
O	0.0759	0.1291	-0.1655
O	0.0327	0.0215	-0.027
O	0.0017	0.0552	0.0264
O	0.0186	-0.067	0.0016
O	0.0931	-0.0852	0.0725
O	-0.003	-0.004	0.0209
O	-0.0445	0.0043	-0.0316
O	-0.0974	0.1431	0.1273
O	-0.0192	0.0457	0.0142
O	-0.0304	0.0163	0.0558
O	-0.0463	0.0349	0.0006
O	-0.0673	-0.0787	-0.0319
O	-0.0303	0.0536	-0.1265
O	-0.0319	0.0026	-0.0168
O	0.1055	-0.1096	0.0472
O	0.0176	-0.0625	-0.043
O	-0.1294	-0.0378	-0.1075
O	0.0757	0.0109	-0.1349
O	-0.0718	-0.065	-0.065
O	-0.0147	-0.0004	0.0046
O	0.0398	0.0044	0.0051
O	0.0694	-0.049	0.1146
O	0.0036	0.0004	-0.0927
O	0.0788	-0.0106	0.0089
O	0.0216	-0.0509	-0.0359
O	-0.0183	-0.0723	-0.0411
O	0.0597	0.0249	0.0543
O	0.0319	0.0627	0.0852
O	-0.0198	-0.0023	0.0205
O	0.0098	0.0726	0.1135
O	0.0095	-0.0709	-0.1172
O	0.0535	0.0002	-0.0112
O	-0.0986	-0.0083	-0.0258
O	-0.0515	-0.0155	-0.1508
O	-0.0052	0.011	-0.0122
O	-0.0495	-0.0646	0.2059
O	-0.0213	-0.0022	0.0407
O	-0.0072	0.0483	0.0596
O	0.0317	-0.0898	-0.0367
O	-0.0877	0.0492	0.0376
O	-0.024	0.0096	0.0584
O	0.0094	-0.0428	-0.0015
O	-0.0022	-0.0758	-0.0783
O	0.027	0.0451	0.0089
O	0.1354	0.0682	0.104
O	0.0464	0.0012	0.0076
O	-0.035	-0.0424	0.055
O	-0.0358	-0.0372	-0.0955

The program warned: the cutoff lies below the one the program advises for these potential files; the exchange-correlation potential is rough where the density is thin.
